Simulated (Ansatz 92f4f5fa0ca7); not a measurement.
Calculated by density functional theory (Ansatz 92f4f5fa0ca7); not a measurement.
Periodic cell of 158 atoms, Si96O58N4, from a study of silicon, its oxide and their interface. The atomic structure is a simulated model.

Settings: functional r2SCAN; potential files Ansatz norm-conserving; basis plane waves; wave-function cutoff 1300 eV; density cutoff ratio 4; exchange-correlation grid ratio 1; k mesh 2 x 2 x 1, shifted by 0.5 0.5 0.5 of a step; self-consistency stop 5e-08 eV per atom in the density residual; occupations Fermi-Dirac, 0.05 eV; spin none; net charge 0.

Cell vectors (angstrom)
a 10.88 0 0
b 0 10.88 0
c 0 0 22.7428

Atoms and the computed forces on them: element, x, y, z (angstrom), force x, y, z (eV/angstrom)
Si 0.3971 -0.291 -0.5392 0.1318 0.0208 0.0827
Si 2.6668 3.0142 0.1137 -2.6889 0.1998 0.0085
Si 0.1539 5.1732 0.0527 2.0038 -2.3612 -0.001
Si 2.5972 8.3701 0.2236 -2.2877 -2.2646 -3.2282
Si 6.0056 -0.2545 -0.2843 1.3953 -0.6761 -0.7861
Si 7.9501 2.6931 0.0333 0.8415 1.0712 0.8304
Si 5.7378 5.1725 0.0893 1.0322 0.4194 -0.2072
Si 8.0313 8.0826 0.2082 -1.4823 0.8937 -2.4669
Si 1.3691 1.2409 1.1802 1.2291 -0.2284 -0.4665
Si 4.2414 3.9735 1.4842 -1.0297 1.0223 -0.2486
Si 1.3557 6.766 1.3083 -0.0436 -0.3519 1.516
Si 4.1384 9.6374 1.171 2.5976 -0.4502 -1.4752
Si 6.9267 1.2095 1.419 -1.2953 -0.0323 -0.0175
Si 9.4965 3.9227 1.3814 0.1669 0.0852 -0.8705
Si 6.7529 6.7968 1.478 -0.9431 -1.1914 1.3751
Si 9.539 9.4839 1.2422 1.189 0.089 -0.3328
Si 0.1003 2.6563 2.604 0.4337 0.7743 0.1037
Si 2.88 -0.2887 2.6359 -2.5812 3.6253 1.0269
Si 0.0217 8.037 2.7694 -0.2346 0.9224 -0.9936
Si 2.716 5.2997 2.8001 0.0797 1.0621 -1.6054
Si 5.3464 2.5133 2.8501 1.7397 0.0268 -1.3726
Si 8.3143 0.0204 2.7778 0.3389 -0.7613 0.2737
Si 5.2621 8.292 2.763 1.4104 -1.1739 -0.7551
Si 8.1275 5.2296 2.7413 -0.4322 0.8709 -0.4562
Si 1.2254 4.2253 4.1136 -1.04 -0.9539 0.9114
Si 3.8482 1.455 4.0973 -0.6766 -2.0834 0.7666
Si 1.1999 9.7027 3.995 0.773 -1.5414 0.4935
Si 3.8754 6.8513 4.0089 -0.1299 1.1456 1.1576
Si 6.6942 3.972 4.0578 0.1869 -0.289 1.874
Si 9.7766 1.4595 4.0723 -2.3048 -0.5571 1.0058
Si 6.8218 9.4805 4.1075 -1.0034 0.8903 -0.3026
Si 9.3927 6.7675 3.9121 -0.309 -0.5127 2.3271
Si 0.0023 0.0822 5.5396 -0.6274 -0.3838 -0.5652
Si 2.3832 2.6925 5.5283 1.5628 0.9874 -0.987
Si -0.2768 5.5545 5.7102 0.3837 -0.4675 -2.0298
Si 2.5557 8.4163 5.5081 0.6856 -1.0555 -0.5247
Si 5.1411 -0.1491 5.4126 0.8069 0.6779 0.6789
Si 8.0932 2.482 5.6853 0.6038 1.3063 -3.0954
Si 5.1318 5.401 5.3598 0.8184 -0.1335 0.1109
Si 8.0082 8.0388 5.4267 0.681 -0.0234 -0.0109
Si 1.4427 1.206 6.8888 -0.3929 0.3659 2.3185
Si 3.8285 4.0449 6.8786 -0.8478 0.7092 -0.4072
Si 1.3025 6.9462 6.7641 -0.7862 0.2937 0.781
Si 3.9088 9.5177 7.2211 -0.3145 0.7132 -2.2038
Si 6.6076 1.2296 6.7457 -1.396 -1.0792 1.0967
Si 9.5264 3.7715 6.8867 -0.181 2.117 0.5757
Si 6.4768 6.7983 6.7228 0.4961 -0.6094 0.2859
Si 9.4174 9.5584 6.7185 -0.31 -0.2911 0.5579
Si 0.1111 2.7309 8.3564 0.4948 -0.2463 -0.6161
Si 2.6931 0.007 8.6497 0.2788 1.1762 -0.6503
Si 0.0401 8.4332 8.2181 0.011 -0.8852 -1.8269
Si 2.3925 5.5485 8.2615 0.8961 -0.4746 0.1878
Si 5.2299 2.6997 8.096 0.7953 -0.4074 0.6834
Si 7.9473 -0.0836 8.2044 -0.48 -0.8108 -0.9846
Si 5.2093 8.0945 8.3373 2.1496 -0.984 -0.9993
Si 8.047 5.4247 7.9755 -0.8632 -0.0298 0.4907
Si 1.0972 4.3701 9.9333 0.5714 -0.8221 0.0233
Si 4.107 1.5949 9.8938 -0.4761 -0.9738 0.6901
Si 1.1269 9.6506 9.8179 0.91 0.0832 1.1786
Si 4.0011 6.6934 9.5593 -2.01 0.8749 0.2125
Si 6.6326 3.9241 9.5389 0.467 0.652 -1.0107
Si 9.4255 1.2885 9.2187 0.8613 0.0421 0.3834
Si 6.781 9.202 9.6229 -0.2683 1.16 1.7896
Si 9.3237 7.1225 9.0818 0.0087 -1.4904 0.9039
Si -0.416 0.1134 10.9396 -0.793 -0.214 -0.2935
Si 2.7374 3.1701 11.4149 -1.9645 -1.3374 0.1603
Si -0.9348 5.4045 10.7349 -1.0449 1.9851 0.1259
Si 2.8349 8.522 11.1066 1.7422 -1.0082 -1.0131
Si 5.2394 -0.3176 11.2111 2.4732 1.2098 -1.4008
Si 8.3851 2.7565 10.5416 -1.1071 0.2809 0.2792
Si 5.169 5.195 10.8149 -2.7046 -1.8213 -0.3316
Si 8.631 8.3035 11.0516 -0.2244 -1.2408 -0.4037
Si 0.7296 0.8596 16.4928 -1.6641 -1.5117 -3.9944
Si 0.9125 12.3515 13.3079 0.9935 0.9238 -0.1872
Si 3.7474 7.7903 13.7632 -1.1002 -0.7917 -1.3592
Si 6.6055 9.168 13.4838 0.7595 0.0433 2.2298
Si 7.8339 -0.6127 17.997 0.3622 -1.8286 1.8303
Si 7.3861 -4.5422 12.4727 2.0748 1.3324 1.0237
Si 3.1817 10.3939 13.3668 -3.9638 -1.0379 -0.7585
Si 14.2655 12.2996 17.6959 2.5761 1.8072 1.2916
Si -1.774 5.9667 20.6152 -1.2036 0.68 0.5284
Si 7.2397 5.2937 16.8341 -0.9559 2.1551 0.7261
Si 4.8275 9.9872 17.6514 0.2083 -0.4235 -0.4327
Si -4.3726 4.0259 14.5176 0.6125 -0.6016 0.1159
Si 4.5622 5.6703 15.713 1.4618 1.2318 3.386
Si 9.2166 -3.4193 17.8272 -1.9624 0.5024 -4.1912
Si 3.4792 7.4024 17.8678 1.7774 -0.4238 -0.5075
Si 7.7629 0.123 15.272 -2.4679 -2.6406 1.8797
Si -3.6174 12.1254 13.088 -0.1902 2.2816 -0.7487
Si 4.7152 0.8194 15.3681 0.2521 2.6356 1.2721
Si 3.9173 14.2266 20.1522 0.839 0.8845 2.0032
Si 3.7811 6.2894 20.7258 0.6443 -1.0947 3.9591
Si 7.6489 1.0908 20.1598 1.9991 1.6941 0.9869
Si 10.4653 0.1007 19.137 -1.8868 -1.4409 -1.0944
Si 6.9858 14.676 19.47 0.303 1.5803 -0.9652
Si 11.5402 8.8684 17.3216 0.3789 1.2979 0.581
O 4.5033 1.9872 16.5717 -1.4329 -2.6047 -0.8253
O 0.133 0.3474 20.5726 1.8074 0.151 3.8725
O 6.5635 4.7786 18.2237 1.2248 -0.7088 0.0869
O -3.7872 5.3136 13.6747 -0.0703 -0.0912 0.1515
O -0.441 5.3384 21.3087 -0.9848 1.2668 -1.615
O 1.3832 4.0224 -0.3943 0.0552 0.3594 1.6483
O 1.4787 9.3116 -0.652 0.0573 0.8606 0.397
O 2.842 7.1096 21.7934 1.1425 0.8053 0.7464
O 6.2922 0.3985 20.8211 0.4432 0.585 1.4147
O 7.4454 3.9911 15.8905 -0.1943 -0.0277 -1.3461
O 6.8451 3.8916 -0.0566 -1.2198 1.2703 -0.8674
O 8.521 2.0161 21.4028 -1.7125 -1.4135 -1.1562
O 20.1922 6.8719 19.2392 1.275 -1.6861 4.043
O 5.3305 6.0631 21.4406 -1.6518 -0.5977 -0.0647
O 6.816 9.1943 -0.5152 1.0339 -0.4759 1.0107
O 8.4456 6.9889 21.7527 0.6478 0.1492 -0.5237
O -0.1393 1.3282 12.0416 -0.4265 -0.2944 0.5428
O 7.5789 -8.5446 18.9874 -1.1035 -0.2204 1.8134
O 2.0244 2.6698 12.9653 -0.1633 0.3827 -2.2067
O 3.8452 4.2701 11.6441 3.4402 2.4485 -0.0148
O -1.5877 3.9619 11.1742 -0.2444 -0.1091 0.1444
O 3.0404 7.3853 12.3072 -0.3026 0.7599 1.1848
O 0.5006 12.4016 14.8798 -0.5402 -0.4439 2.5129
N 6.3253 -0.1641 12.8119 -1.0761 -0.5507 -2.0279
O 1.6435 0.0896 13.1126 1.924 -2.8055 -0.2393
O 8.0775 -2.236 17.7844 0.4573 1.7283 0.6266
O 7.8105 1.7385 11.6632 0.1949 -0.6217 0.3234
O 5.9993 6.2846 11.6399 1.0643 0.6242 1.0362
N 3.8225 9.9163 11.8141 -2.3309 -1.3114 1.3242
O 9.4505 9.7139 11.3398 -0.0284 -0.2354 0.9403
N 9.0009 6.5761 11.8849 0.0814 -1.3782 -1.684
O 3.6391 2.579 18.7939 -0.9968 -0.0747 0.5087
O 7.6176 -2.7833 12.7769 -1.073 -0.0628 -0.709
O 2.8824 9.0212 14.36 1.0024 1.6158 -1.3917
O 5.2585 8.2807 13.542 0.6309 0.1672 0.6558
O 3.7511 11.7075 14.0568 2.3142 0.5921 1.3975
O 1.9726 12.5197 17.03 1.2955 -0.0971 -0.0693
O 6.2073 10.6001 18.2181 2.0631 -0.6643 -0.8324
O 3.7686 5.9094 17.1734 -1.0957 1.0539 -0.8958
O 7.421 -1.4949 14.9784 -1.1262 1.6025 -1.7056
O 6.6034 2.7466 13.5166 -0.0363 -0.0126 0.6758
O 14.577 -0.0631 18.454 -1.1184 1.6661 -0.7556
O 4.9724 4.2453 15.1151 0.462 -0.662 -1.1974
O 3.7197 17.3195 14.6116 -0.1293 0.6388 -0.1941
O -2.3695 11.6888 14.0996 0.6626 1.3001 -1.8949
O 8.4058 11.0465 16.7198 -0.0386 0.5417 -0.8106
O 15.3155 10.3382 16.1059 0.0846 -0.9858 0.2518
O 3.1742 4.8074 20.486 1.1414 -1.0516 -1.341
O 0.727 10.0736 16.2309 0.6714 1.9349 0.4758
O -0.3747 7.7913 16.8136 -1.6051 -0.9413 1.4341
O 3.6 -3.7523 19.4493 0.0636 1.6426 -2.6818
N -2.1078 10.8995 19.3617 -3.1535 -0.2351 -0.4856
O 3.3848 13.4032 21.4911 1.0016 -0.4115 -1.6775
O 6.024 6.283 16.2661 -0.1166 -1.0955 -1.6499
O 2.0939 8.1832 17.4583 1.998 -0.9982 0.5971
O 6.2873 0.9309 15.1668 2.0587 -0.5557 0.2839
O 10.6623 1.0062 17.7733 -0.3679 0.2237 1.4101
O 8.0995 4.7084 20.3029 -0.0546 -0.0119 -0.3764
O 8.4951 17.1875 16.9501 -0.3877 -1.792 -0.3297
O 4.8494 8.4027 17.5538 -2.5246 -1.6183 1.1622
O 10.936 -1.4515 18.7811 0.8543 0.2431 -1.6693
O 5.5802 3.565 20.2051 -1.6659 -0.5553 0.6566

Results
free energy: -39375.075 eV
free energy less fixed offsets of N -289.75, O -463.61, Si -117.95 eV per atom: -3.495 eV
pressure: -2.07 GPa
stress xx, yy, zz, yz, xz, xy (GPa, positive in tension): 0.89, 3.07, 2.25, 0.71, -0.13, -1.22
